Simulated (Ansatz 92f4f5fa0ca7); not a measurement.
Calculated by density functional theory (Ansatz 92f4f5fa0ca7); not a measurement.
Periodic cell of 219 atoms, Si133O78N8, from a study of silicon, its oxide and their interface. The atomic structure is a simulated model.
Doubt: the cutoff is far below the 930 eV that the study's wrapper takes by default for these files, so forces and energies are approximate.
This geometry differs little from another in the collection (a relaxation step or a small displacement).

Settings
functional: PBE
potential files: Ansatz PAW
basis: plane waves
wave-function cutoff: 580 eV
density cutoff ratio: 5
exchange-correlation grid ratio: 1
k mesh: 1 x 1 x 1, Gamma-centred
self-consistency stop: 5e-08 eV per atom in the density residual
occupations: fixed
spin: none
net charge: 0

Cell vectors (angstrom)
a, 10.938, 0, 0
b, 0, 10.938, 0
c, 0, 0, 31.6723

Atoms and the computed forces on them: element, x, y, z (angstrom), force x, y, z (eV/angstrom)
Si, -0.6901, 0.5218, 24.1023, 0.0086, -0.0256, 0.039
Si, 5.7945, -0.3746, 24.4755, 0.0204, -0.0076, -0.0067
Si, 2.3226, 2.4883, 23.9594, 0.0019, 0.0095, 0.0484
Si, 7.9658, 2.6862, 24.3973, -0.0224, -0.0193, 0.0016
Si, 0.3091, 5.0522, 23.9925, 0.0198, -0.0236, -0.0145
Si, 5.7853, 4.9627, 24.3497, -0.0033, 0.0059, 0.0191
Si, 2.4168, 8.1307, 23.9581, 0.054, 0.0261, -0.0035
Si, 7.8725, 8.1445, 24.2534, -0.0146, -0.0184, -0.0003
Si, 1.1126, 1.2817, 25.5539, -0.0077, 0.0007, -0.0175
Si, 6.8233, 1.2383, 25.8201, -0.0037, -0.0119, -0.0004
Si, 3.9898, 3.8106, 25.3297, -0.0034, -0.016, -0.0317
Si, 9.5442, 4.0981, 25.4347, 0.0355, 0.0216, 0.0021
Si, 1.3204, 6.6827, 25.4657, -0.0083, -0.0368, 0.0098
Si, 6.8303, 6.6277, 25.748, 0.0027, 0.0074, -0.0015
Si, 4.0236, 9.3475, 25.4016, -0.0294, -0.0149, -0.0112
Si, 9.5316, 9.4947, 25.3317, -0.0052, 0.0117, -0.0251
Si, 2.707, -0.0628, 26.8012, -0.0025, -0.0028, -0.0068
Si, 8.3142, -0.1112, 26.9463, 0.0064, 0.0119, 0.0069
Si, -0.0436, 2.7837, 26.9051, 0.0027, -0.0034, 0.0027
Si, 5.4105, 2.7137, 26.9185, 0.0021, 0.0025, -0.0007
Si, 2.7924, 5.3877, 26.8075, 0.0009, 0.0093, -0.0036
Si, 8.32, 5.4127, 26.9688, -0.0152, 0.0115, 0.0086
Si, 0.0015, 8.1718, 26.8083, -0.0071, 0.0194, 0.0119
Si, 5.4374, 8.1454, 26.9055, 0.0046, -0.0156, 0.002
Si, 4.1018, 1.3673, 28.254, -0.5929, -0.4096, -0.0459
Si, 9.5708, 1.3673, 28.254, 0.2862, -0.0359, 0.2967
Si, 1.3673, 4.1018, 28.254, 0.1661, 0.1878, -0.1338
Si, 6.8362, 4.1018, 28.254, 0.0014, -0.1454, -0.0035
Si, 4.1018, 6.8362, 28.254, -0.1946, -0.5026, 0.0836
Si, 9.5708, 6.8362, 28.254, 0.4807, 0.3928, 0.2938
Si, 1.3673, 9.5708, 28.254, -0.0511, -0.2219, -0.4051
Si, 6.8362, 9.5708, 28.254, -0.0489, -0.3248, 0.0616
Si, 0, 0, 29.6213, 0.0379, 0.1289, -0.0005
Si, 5.469, 0, 29.6213, -0.0477, -0.0067, -0.0655
Si, 2.7345, 2.7345, 29.6213, -0.145, -0.1485, -0.0151
Si, 8.2035, 2.7345, 29.6213, -0.259, -0.197, -0.0059
Si, 0, 5.469, 29.6213, 0.1606, 0.2533, 0.0333
Si, 5.469, 5.469, 29.6213, 0.0126, 0.0804, -0.0089
Si, 2.7345, 8.2035, 29.6213, -0.1975, -0.1397, -0.0377
Si, 8.2035, 8.2035, 29.6213, -0.1254, -0.1184, 0.0236
Si, 1.3673, 1.3673, 30.9885, 0.0518, -0.009, 0.0076
Si, 6.8362, 1.3673, 30.9885, 0.0425, -0.0107, 0.0144
Si, 4.1018, 4.1018, 30.9885, 0.0354, -0.0388, -0.0422
Si, 9.5708, 4.1018, 30.9885, 0.0247, -0.0207, -0.053
Si, 1.3673, 6.8362, 30.9885, 0.0267, -0.0465, 0.0431
Si, 6.8362, 6.8362, 30.9885, 0.0144, -0.0155, 0.0033
Si, 4.1018, 9.5708, 30.9885, 0.0614, -0.0273, -0.0335
Si, 9.5708, 9.5708, 30.9885, 0.002, 0.063, -0.041
Si, 2.7345, 0, 0.6835, -0.0486, 0.0201, -0.0008
Si, 8.2035, 0, 0.6835, -0.0652, -0.0109, 0.0011
Si, 0, 2.7345, 0.6835, -0.022, -0.0358, 0.0222
Si, 5.469, 2.7345, 0.6835, -0.0365, 0.0171, 0.0214
Si, 2.7345, 5.469, 0.6835, -0.0331, 0.0753, -0.0013
Si, 8.2035, 5.469, 0.6835, -0.0654, 0.0648, 0.0127
Si, 0, 8.2035, 0.6835, -0.0502, -0.0208, 0.0262
Si, 5.469, 8.2035, 0.6835, 0.0518, -0.0405, 0.0327
Si, 4.1018, 1.3673, 2.0507, 0.0731, -0.046, 0.1006
Si, 9.5708, 1.3673, 2.0507, 0.0317, 0.0076, -0.0415
Si, 1.3673, 4.1018, 2.0507, 0.0981, 0.023, -0.0433
Si, 6.8362, 4.1018, 2.0507, 0.0083, -0.0947, 0.0618
Si, 4.1018, 6.8362, 2.0507, -0.0509, -0.0665, -0.0379
Si, 9.5708, 6.8362, 2.0507, 0.053, -0.0294, 0.0342
Si, 1.3673, 9.5708, 2.0507, 0.2386, 0.1966, 0.0407
Si, 6.8362, 9.5708, 2.0507, 0.0676, 0.1061, -0.069
Si, 0, 0, 3.418, 0.0254, 0.5207, -0.1257
Si, 5.469, 0, 3.418, 0.458, -0.0895, -0.38
Si, 2.7345, 2.7345, 3.418, -0.3598, 0.3685, 0.1555
Si, 8.2035, 2.7345, 3.418, 0.0973, 0.1101, 0.0774
Si, 0, 5.469, 3.418, 0.0017, 0.1288, -0.0354
Si, 5.469, 5.469, 3.418, -0.4844, -0.1099, 0.2487
Si, 2.7345, 8.2035, 3.418, 0.3734, 0.073, -0.1404
Si, 8.2035, 8.2035, 3.418, -0.0681, 0.2297, 0.1101
Si, 1.2594, 1.5058, 4.8064, -0.0128, 0.0015, -0.0014
Si, 6.8844, 1.3219, 4.7681, 0.0156, -0.004, -0.0017
Si, 4.023, 4.1262, 4.8619, -0.0112, 0.0047, 0.0009
Si, 9.5356, 4.1732, 4.8036, 0.0054, -0.0064, -0.0077
Si, 1.355, 6.892, 4.759, 0.0151, -0.011, 0.0001
Si, 6.7737, 6.88, 4.763, -0.01, 0.0001, -0.0082
Si, 4.1928, 9.554, 4.7621, 0.0126, -0.0058, 0.0054
Si, 9.6151, 9.6037, 4.7741, -0.0119, 0.0034, -0.0024
Si, 2.7586, 0.0738, 5.888, 0.0095, 0.0078, -0.0137
Si, 8.3896, 0.0971, 6.1758, -0.0051, -0.0001, 0.0027
Si, -0.0194, 3.0072, 6.3427, 0.0024, 0.0045, 0.0162
Si, 5.4818, 2.659, 6.077, -0.007, -0.012, -0.0093
Si, 2.6406, 5.6457, 6.2674, -0.0011, 0.014, 0.0093
Si, 8.1749, 5.6219, 6.1179, 0.0006, -0.002, -0.0061
Si, 0.0823, 8.3132, 6.1456, -0.0419, -0.0229, -0.0064
Si, 5.6007, 8.2683, 6.2702, -0.0029, 0.0105, 0.0235
Si, 3.9593, 1.3779, 7.3937, -0.0217, 0.0096, 0.0425
Si, 9.2981, 1.8422, 7.6172, 0.0095, -0.0012, 0.0015
Si, 0.8258, 4.8769, 7.7312, 0.0096, -0.0149, -0.0258
Si, 6.9368, 3.9925, 7.2956, -0.0108, 0.0127, 0.0201
Si, 3.8639, 7.2394, 7.5678, 0.0132, -0.0127, -0.0195
Si, 9.5324, 7.0838, 7.448, 0.0097, 0.0238, 0.0182
Si, 1.717, 9.5758, 7.3565, 0.0181, 0.027, 0.0452
Si, 7.3722, 9.4414, 7.5256, -0.0151, -0.0089, -0.0472
N, 8.6877, 8.4472, 8.3164, 0.0003, -0.0151, -0.0158
O, 3.1885, 2.797, 7.8524, 0.0072, -0.0088, -0.0162
O, 13.0201, 16.1738, 20.6829, -0.0007, -0.0008, 0.0008
O, 6.2351, 3.8938, 15.0874, -0.0012, -0.0013, -0.0023
O, 6.8003, 9.382, 23.8311, -0.015, 0.0237, 0.0082
N, -0.061, 5.9835, 22.5005, -0.0036, -0.0107, 0.0182
O, 2.2291, 2.0005, 10.1203, 0.0003, -0.005, -0.0005
N, -0.4575, 5.9467, 8.4828, -0.0009, 0.0021, -0.0136
O, 10.9999, 5.289, 11.2321, -0.0003, -0.0002, -0.0028
O, -1.9532, 15.0724, 10.0764, 0.0011, -0.0001, -0.004
N, 3.9187, 0.3394, 8.8813, 0.0153, 0.0059, -0.0276
O, 4.0323, 4.1571, 10.068, 0.001, 0.0007, -0.0048
N, 8.7805, 6.9032, 10.5434, 0.0014, 0.0027, -0.005
N, 6.7961, 3.7032, 23.4154, -0.004, 0.0077, 0.0009
O, 10.9813, 11.341, 22.626, 0.0054, -0.0011, -0.0108
O, 5.3078, 6.3371, 23.4574, -0.005, -0.0206, 0.0144
O, 1.3494, 3.8016, 23.5081, -0.017, 0.0258, -0.0023
O, 2.4953, 7.1054, 22.6134, -0.0034, 0.0037, 0.0102
N, 8.0002, 7.1305, 22.779, 0.0104, -0.0024, -0.0023
O, 1.6591, 9.5168, 23.4288, -0.0077, 0.0059, -0.0014
Si, 4.2919, 0.6323, 22.1385, 0.0164, -0.0162, -0.0169
Si, 9.8378, 5.5606, 10.0859, -0.008, 0.0014, 0.0149
Si, 4.5148, 8.9531, 20.6801, -0.0012, 0.0005, 0.0005
Si, 6.3162, 6.8548, 22.2622, 0.0181, 0.008, 0.0084
Si, -1.5825, 5.4264, 16.5378, 0.0019, -0.0024, -0.0005
Si, 9.4033, 5.8391, 13.7142, -0.0006, -0.0003, 0.0024
Si, -2.8227, -1.005, 18.5285, 0.0006, -0.0021, -0.0012
Si, 12.1254, 10.0357, 14.6858, 0.0005, -0.0006, -0.002
Si, 2.7961, 3.3327, 9.3527, 0.0035, -0.0002, 0.0051
Si, 1.1863, -3.5179, 13.4277, 0.0002, -0.0013, 0.0039
Si, -8.2851, 4.7213, 13.8129, 0.0008, -0.001, 0.0018
Si, 17.971, 3.3854, 16.4279, 0.0002, -0.001, 0.001
Si, 6.7072, 12.3354, 11.8844, -0.0018, 0.0008, 0.0044
Si, 7.1772, 4.1339, 21.7576, 0.0009, 0.0068, -0.0209
Si, 2.3326, 11.3536, 9.6615, -0.0073, 0.0021, 0.0111
Si, 12.6146, 8.8572, 19.9184, 0.0003, 0.0021, -0.0041
Si, 5.1651, 14.1492, 14.0505, -0.0007, 0.0001, 0.0025
Si, 9.2242, 6.1137, 21.9107, -0.0226, 0.0092, -0.0122
Si, -10.6627, -0.5611, 17.7237, -0.0025, 0.0027, -0.0002
Si, 6.0379, -6.4638, 19.1862, -0.0003, -0.0006, 0.0028
Si, -4.259, 20.4198, 11.6406, -0.0001, -0.0017, 0.0045
Si, 9.0828, 8.5686, 10.0439, 0.0037, -0.0037, 0.0208
Si, 0.7833, 9.6142, 11.6935, -0.0025, 0.0003, 0.0047
Si, 11.1259, 4.013, 12.2887, 0.0004, -0.0019, 0.0027
Si, 12.8044, 2.0103, 17.9523, -0.0009, -0.0026, -0.0021
Si, 3.6599, 11.8027, 15.6028, -0.0005, -0.0001, 0.0012
Si, 12.4943, -0.1514, 22.3646, -0.0123, -0.0129, -0.0168
Si, 6.2832, 0.5278, 16.8303, -0.0004, -0.0007, -0.0014
Si, 9.3379, 13.5186, 10.5422, 0.0009, -0.0012, 0.0055
Si, 2.8094, 4.5121, 19.3772, 0.0005, -0.0017, -0.0053
Si, 5.3883, -0.0715, 9.6382, -0.0004, -0.003, 0.0116
Si, 5.1743, 5.294, 9.6718, -0.0056, 0.0002, 0.0114
Si, 5.901, 11.3069, 19.6336, -0.0004, -0.0009, -0.0027
Si, 12.3627, 4.5666, 16.7048, -0.0013, -0.0013, 0.0006
Si, 7.3848, 6.5985, 11.5875, 0.0004, -0.0003, 0.003
Si, 12.3094, 6.4514, 21.5634, 0.0011, -0.0021, -0.0077
Si, -2.7475, 6.8151, 19.0346, 0.0024, -0.0005, -0.0021
O, 2.5793, 10.9079, 14.765, -0.0012, -0.0004, -0.0007
O, 5.0465, 10.966, 15.8841, -0.0001, -0.0012, -0.0008
O, 7.9864, 2.8239, 7.7689, 0.0073, -0.0039, -0.0006
O, 2.404, 4.5566, 15.4131, -0.0006, -0.0012, -0.0025
O, 6.8391, 5.9025, 18.9528, -0.0006, 0, 0.0001
O, 6.49, 10.4458, 8.5071, -0.0002, 0.0066, 0.009
O, -4.8276, 16.7329, 10.9241, -0.0022, -0.0017, -0.006
O, -2.8791, -5.1926, 12.7894, 0.0006, -0.0013, -0.0014
O, -0.7925, 4.3785, 13.5628, 0.001, -0.0012, -0.0028
O, 13.2303, 6.253, 13.4568, -0.001, -0.0002, -0.0008
O, -4.177, -0.1111, 12.5906, 0.0005, -0.0007, -0.0014
O, 0.4353, 10.296, 13.2017, 0.0006, -0.0015, 0
O, 9.1318, -4.5235, 17.7858, -0.0035, 0.0023, 0.002
O, 1.1859, -1.7621, 18.396, -0.0001, -0.0019, -0.001
O, 2.2272, 5.2023, 17.9942, 0, -0.0011, 0.0005
O, 11.7522, 7.6306, 20.5634, -0.0023, -0.0026, 0.0019
O, 10.973, 5.3243, 16.3859, 0.0004, -0.0005, -0.001
O, 7.9841, 9.5899, 10.6662, 0.0024, -0.0029, -0.0028
O, 18.2187, -0.7207, 17.1405, -0.0007, -0.0007, -0.0011
O, 9.0155, 1.5745, 23.6797, -0.0096, 0.0074, -0.0043
O, 12.4195, -2.5142, 14.6952, -0.0008, -0.0008, -0.002
O, 3.0455, 1.3429, 17.0393, -0.0018, -0.0005, -0.001
O, 1.0002, 13.9686, 17.0289, 0.0008, -0.0014, -0.0001
O, 15.3722, 15.6224, 19.5045, -0.0019, -0.0013, -0.0007
O, 18.4619, 10.9608, 19.7042, -0.0007, 0.0005, 0.0014
O, 7.159, 1.7628, 16.2186, -0.0017, -0.0022, -0.0003
O, 6.7714, 7.9842, 12.2684, -0.0002, 0.0035, -0.0022
O, 8.7694, 4.5154, 21.866, 0.0004, -0.0056, 0.0002
O, 4.2116, 15.342, 13.4622, -0.0001, -0.0012, -0.0008
O, 12.5009, -0.7092, 20.8206, 0.0018, 0.0035, 0.0037
O, 9.6772, 12.5677, 9.2352, -0.0007, -0.0007, -0.0071
O, 4.1117, 2.1672, 14.7392, 0.0003, -0.0003, -0.0014
O, 10.5377, -3.9472, 13.4403, -0.0005, -0.0017, -0.0019
O, 4.422, 6.5811, 8.9854, 0.0004, 0.0018, 0.0018
O, -1.2513, 10.2012, 18.2464, -0.0002, -0.0013, -0.0017
O, 4.0322, 9.9534, 21.8992, -0.0046, 0.001, 0.0005
O, 5.8911, 1.2536, 10.47, -0.0019, 0.0001, -0.0042
O, -2.4018, 4.0078, 16.6414, -0.0005, -0.0007, -0.0003
O, -0.4421, -1.696, 10.6274, 0.0004, 0.0006, -0.0042
O, -5.3372, 7.956, 21.3351, -0.0039, 0.0077, -0.0057
O, 1.5379, 4.338, 9.1267, -0.0025, -0.0001, 0.01
O, 1.4803, 8.1847, 12.0229, 0.0006, 0.0001, -0.0037
O, 5.6335, 12.0444, 18.225, -0.0007, -0.0007, -0.001
O, -0.2849, 2.6575, 11.5193, -0.0012, 0.001, -0.002
O, 20.0472, 6.6015, 20.3644, -0.0024, -0.0032, -0.0016
O, 6.1259, 25.6274, 17.7256, -0.0015, -0.0014, -0.0016
O, 5.9783, 13.3967, 12.8605, -0.0002, -0.0014, -0.0007
O, -2.1276, 6.1406, 15.1901, -0.0016, -0.0012, -0.0001
O, 0.8389, 11.7678, 18.3769, 0, -0.0013, -0.0017
O, -4.1537, 3.4324, 20.3025, 0.0011, -0.0041, -0.0004
O, 5.3912, 0.7508, 23.3245, 0.007, 0.0026, 0.0021
O, 6.1979, 4.6357, 8.6026, 0.0049, 0.0008, -0.0094
O, -5.7308, -1.1077, 19.5218, -0.0016, 0, -0.0014
O, -2.7626, 12.8931, 11.4833, 0.0017, 0.0007, -0.003
O, 13.6934, 19.3554, 7.9797, 0.0096, -0.0085, 0.0024
O, 18.7758, 8.3961, 18.965, 0.0008, -0.001, -0.001
O, 12.2335, 10.7003, 8.5378, -0.0051, -0.0103, -0.0187
O, 1.6934, 3.7808, 12.8648, -0.0001, -0.0001, -0.0012
O, 6.3486, 5.497, 21.392, 0.0061, -0.0114, -0.0078
O, 25.0954, 8.282, 19.9697, -0.0008, -0.0015, -0.0012
N, 2.7196, 12.1443, 22.6621, 0.0049, 0.0208, 0.008
O, 16.0399, 12.1262, 20.8153, -0.0016, 0.0029, 0.0009
O, 0.346, -0.5707, 16.0735, -0.001, -0.0007, 0
O, 1.951, -0.3983, 11.0159, 0.0013, -0.0004, -0.005
O, 5.3128, -1.3109, 10.7245, -0.0023, -0.0002, -0.0049
O, 2.4477, 2.8876, 19.2344, -0.0009, 0.0001, 0.0012

Results
free energy: -131988.127 eV
free energy less fixed offsets of N -385.13, O -568.88, Si -635.61 eV per atom: 1.683 eV

The program warned: the cutoff lies below the one the program advises for these potential files; the exchange-correlation potential is rough where the density is thin.
